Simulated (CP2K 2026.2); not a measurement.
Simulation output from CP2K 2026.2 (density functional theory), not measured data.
Periodic cell of 512 atoms, Si360O152, from a study of silicon, its oxide and their interface. The atomic structure is a simulated model.
Doubt: the forces sum to 5.09 eV/angstrom along one axis rather than to zero, so they err by at least 0.0099 eV/angstrom per atom on average; the grid cutoff is modest.

Settings: functional PBE; method Gaussian and plane waves; basis set DZVP-MOLOPT-SR-GTH; pseudopotentials GTH-PBE; grid cutoff 300 Ry, relative cutoff 40 Ry; k points Gamma only; occupations fixed; spin none; net charge 0.

Cell vectors (angstrom)
a	16.32	0	0
b	0	16.32	0
c	5.6116	-4.7874	34.9712

Atoms and the computed forces on them: element, x, y, z (angstrom), force x, y, z (eV/angstrom)
Si	-0.297	-1.87	-3.286	0.022	-0.029	-0.06
Si	4.639	3.525	1.425	0.103	-0.172	0.615
Si	2.988	0.054	-1.229	0.121	0.049	0.03
Si	1.131	7.495	1.6	0.012	0.068	0.031
Si	-0.775	-7.255	1.41	0.155	-0.152	0.526
Si	0.988	-3.643	1.272	0.204	-0.196	0.739
Si	2.453	-4.444	-6.52	0.09	0.054	-0.02
Si	-4.271	4.245	-2.32	0.056	0.091	-0.037
Si	-7.366	-1.949	-0.587	0.477	-0.089	0.395
Si	-6.248	-7.346	1.631	-0.016	0.064	0.108
Si	-9.582	-3.634	0.459	-0.105	0.157	0.099
Si	3.798	-5.296	-2.333	0.087	-0.005	0.113
Si	-6.117	2.754	-0.69	-0.03	0.055	0.143
Si	-4.098	-4.595	-0.624	-0.194	0.335	0.631
Si	7.211	6.205	1.462	0.287	-0.074	0.614
Si	-4.455	7.299	1.521	0.02	-0.038	0.018
Si	-4.547	-3.698	1.505	-0.014	0.009	-0.127
Si	-3.928	1.434	1.318	0.307	-0.334	0.382
Si	-0.082	0.092	2.871	0.031	-0.048	0.026
Si	2.759	2.734	2.656	0.035	-0.009	-0.02
Si	0.177	5.617	2.818	0.058	0.076	0.063
Si	2.897	8.472	2.945	-0.012	0.031	-0.045
Si	0.036	-5.386	2.633	0.033	-0.078	-0.036
Si	2.718	-2.671	2.559	0.031	0.021	-0.064
Si	5.473	-0.042	2.648	0.042	0.018	-0.041
Si	-8.216	2.786	2.796	0.047	0.023	-0.05
Si	5.475	5.31	2.769	-0.034	-0.003	-0.055
Si	-8.158	8.037	2.654	-0.052	-0.079	-0.092
Si	4.653	-6.087	2.672	-0.053	0.007	0.048
Si	-7.949	-2.759	2.84	0.286	0.39	0.343
Si	-5.324	-0.037	2.598	-0.035	0.04	0.023
Si	-2.669	2.849	2.713	0.032	0	-0.012
Si	-4.109	4.154	4.024	0.011	0.027	-0.002
Si	-2.603	8.176	2.699	0.016	-0.004	-0.024
Si	-5.411	-5.473	2.809	-0.007	-0.03	-0.001
Si	-1.386	-4.126	4.049	-0.013	0.002	0.019
Si	-1.461	1.419	4.185	-0.021	-0.006	-0.037
Si	1.51	4.161	4.102	-0.055	-0.059	-0.03
Si	-1.376	6.775	4.139	0.02	0.025	-0.032
Si	1.333	9.663	4.197	0.043	-0.011	0.017
Si	-2.797	-2.733	2.777	-0.025	0.015	0.033
Si	1.405	-1.316	4.044	0.017	0.016	-0.045
Si	4.036	1.27	4.04	0.019	0.023	-0.048
Si	6.777	4.048	4.254	-0.001	0	-0.014
Si	4.093	6.766	4.065	-0.023	0.01	0.025
Si	6.653	-6.884	3.876	0.002	0.076	-0.068
Si	3.949	-4.166	3.943	0.07	0.008	-0.061
Si	-9.431	-1.343	4.032	-0.002	-0.069	-0.029
Si	-6.774	1.318	3.955	0.017	-0.031	0.002
Si	-5.514	5.533	2.699	-0.054	-0.059	-0.061
Si	-6.842	6.796	4.173	-0.002	-0.007	-0.042
Si	-3.934	-6.755	4.105	-0.009	0.007	-0.038
Si	-6.793	-4.208	4.228	0.005	-0.004	-0.056
Si	-4.075	-1.32	4.138	0.012	-0.02	-0.034
Si	-2.758	0.023	5.532	-0.016	0.036	0.014
Si	0.04	2.778	5.404	-0.022	0.008	-0.016
Si	-2.757	5.441	5.466	-0.017	-0.012	0.012
Si	-0.022	8.195	5.457	-0.022	-0.017	-0.03
Si	-2.669	-5.423	5.52	0.024	0.009	0.052
Si	0.001	-2.709	5.365	0.006	0.006	-0.022
Si	2.722	-0.022	5.469	0	0.01	0.039
Si	5.384	2.637	5.465	-0.003	-0.005	0.007
Si	2.785	5.465	5.514	0.003	0.039	0.035
Si	5.465	-8.212	5.418	-0.012	-0.032	0.037
Si	2.682	-5.341	5.54	0.004	-0.017	0.01
Si	5.442	-2.791	5.272	-0.031	-0.005	-0.003
Si	-8.12	0.019	5.415	-0.007	-0.037	0.018
Si	-5.438	2.706	5.353	-0.017	0.001	0.013
Si	-8.168	5.434	5.543	0	-0.015	0.025
Si	-5.403	8.193	5.414	-0.016	-0.005	-0.028
Si	-8.299	-5.547	5.38	-0.051	-0.005	-0.005
Si	-5.429	-2.739	5.471	0.002	0.065	-0.021
Si	-1.342	-1.364	6.787	0.021	-0.004	0.001
Si	1.358	1.378	6.788	-0.02	0.002	-0.013
Si	-1.35	4.092	6.793	-0.005	-0.009	-0.018
Si	1.365	6.831	6.802	0.011	-0.007	0.008
Si	-1.34	9.526	6.865	-0.011	-0.001	0.009
Si	1.32	-4.002	6.85	-0.035	0.012	-0.01
Si	4.115	-1.424	6.732	0.015	-0.012	-0.015
Si	6.807	1.327	6.797	0.013	0.011	0.01
Si	4.098	4.054	6.842	-0.012	-0.001	0.013
Si	-9.526	6.807	6.856	0.007	-0.012	0.008
Si	4.086	-6.801	6.766	0.031	-0.027	-0.045
Si	-9.571	12.208	6.739	0.011	0.011	0.002
Si	-6.803	-1.368	6.795	-0.015	0.025	-0.001
Si	-4.128	1.391	6.822	-0.011	0.002	-0.001
Si	-6.778	4.038	6.797	-0.003	-0.031	-0.002
Si	-4.096	6.819	6.814	0.022	-0.007	0.014
Si	-6.836	-6.816	6.756	-0.019	-0.018	-0.021
Si	-4.058	-4.063	6.835	0.006	-0.016	0.014
Si	0.005	0.009	8.149	0.004	0.001	0.015
Si	2.709	2.716	8.177	0.011	0.012	0.009
Si	-0.001	5.46	8.157	0	0.008	-0.007
Si	2.731	-8.144	8.157	-0.012	0.002	0.012
Si	0.007	-5.414	8.198	0.004	-0.021	0.003
Si	2.734	-2.688	8.17	-0.01	0.019	-0.005
Si	5.451	-0.053	8.13	-0.009	-0.013	-0.005
Si	-8.163	2.701	8.157	-0.005	0.001	0.014
Si	-10.873	5.426	8.192	-0.003	-0.021	0.006
Si	-8.145	8.16	8.177	0.014	-0.016	0.005
Si	-10.892	10.87	8.149	-0.005	0.009	0.004
Si	-8.188	-2.747	8.112	0.004	0.011	0.001
Si	-5.464	0.002	8.172	0.001	0.002	0.004
Si	-2.718	2.729	8.155	0.019	-0.013	0.003
Si	-5.439	5.425	8.158	0	0.013	0.001
Si	-2.73	8.164	8.182	-0.005	0.026	0.004
Si	-5.474	-5.439	8.129	-0.002	0.018	-0.01
Si	-2.698	-2.707	8.178	-0.007	0.004	0.011
Si	-1.379	1.373	14.916	-0.002	-0.005	-0.018
Si	1.359	4.104	14.946	-0.002	0.009	-0.012
Si	-1.373	6.809	14.943	0.003	-0.005	-0.002
Si	1.372	-6.781	14.946	0.014	-0.027	-0.001
Si	-1.361	-4.105	14.949	-0.002	0.017	-0.01
Si	1.396	-1.371	14.946	0.012	0.003	-0.018
Si	4.097	1.359	14.955	0.003	-0.003	-0.007
Si	-9.508	4.086	14.976	-0.005	-0.015	-0.007
Si	4.088	-9.513	14.958	-0.012	0.002	-0.005
Si	-9.508	9.506	14.974	-0.002	0.004	-0.011
Si	4.097	-4.062	14.97	-0.006	0.005	-0.013
Si	6.797	-1.375	14.99	0.006	0.01	0.002
Si	-6.815	1.35	14.967	-0.01	-0.004	-0.002
Si	-4.122	4.075	14.948	-0.005	0.024	-0.003
Si	-6.814	6.791	14.984	0.01	-0.015	-0.006
Si	-4.096	9.497	14.965	0	-0.005	0.004
Si	-6.813	-4.097	14.97	-0.013	-0.002	-0.001
Si	-4.103	-1.363	14.951	0.007	0.022	-0.016
Si	-2.749	0.033	16.275	-0.034	0.019	-0.012
Si	-0.049	2.758	16.261	0.016	0.008	-0.002
Si	-2.767	5.455	16.276	-0.011	-0.011	-0.015
Si	0	8.176	16.284	-0.009	0.008	-0.013
Si	-2.719	-5.476	16.31	0.003	0.006	-0.008
Si	0.045	-2.76	16.276	0.02	-0.029	0.004
Si	2.769	-0.024	16.313	-0.012	-0.008	0.001
Si	5.451	2.721	16.322	0.009	0.004	-0.004
Si	2.718	5.463	16.313	-0.006	-0.015	0.009
Si	5.477	-8.193	16.335	0.022	-0.029	0.005
Si	2.728	-5.412	16.313	-0.023	0.038	-0.003
Si	5.456	-2.736	16.377	-0.004	-0.021	-0.007
Si	-8.173	0	16.342	-0.004	0.002	-0.004
Si	-5.463	2.709	16.332	0.031	0.004	-0.004
Si	-8.184	5.46	16.373	-0.033	0.046	0.001
Si	-5.462	8.148	16.35	-0.002	-0.017	-0.006
Si	-8.155	-5.464	16.347	0.006	0.01	-0.003
Si	-5.46	-2.726	16.318	0.016	-0.017	-0.001
Si	-1.364	-1.38	17.509	-0.002	-0.009	-0.009
Si	1.382	1.416	17.527	0.004	0.007	-0.023
Si	-1.476	4.063	17.632	-0.024	-0.005	-0.021
Si	1.288	6.779	17.65	0.019	-0.006	0.008
Si	-1.29	-6.766	17.683	-0.012	0.002	-0.026
Si	1.389	-4.075	17.733	-0.012	-0.002	-0.023
Si	4.091	-1.39	17.758	0.013	0.04	-0.006
Si	-9.573	1.321	17.71	-0.025	-0.006	-0.019
Si	4.157	4.164	17.655	-0.007	0.031	-0.015
Si	-9.52	6.811	17.813	0.028	-0.024	-0.02
Si	4.112	-6.791	17.603	0.013	0.013	0.009
Si	-9.468	-4.09	17.727	0.015	0.013	-0.011
Si	-6.776	-1.326	17.692	0	0.004	-0.009
Si	-4.078	1.381	17.708	0.007	-0.007	-0.046
Si	-6.828	4.068	17.685	0.013	-0.018	0.026
Si	-4.042	6.833	17.689	0.008	-0.004	0.014
Si	-6.877	9.44	17.733	-0.003	-0.017	-0.024
Si	-4.15	-4.173	17.633	-0.006	-0.003	-0.03
Si	0.004	0.024	18.769	0.038	0.009	0.071
Si	2.732	2.805	18.857	-0.02	-0.04	-0.012
Si	-0.17	5.425	18.971	-0.012	0.036	0.01
Si	2.709	8.179	18.88	0.019	-0.017	0.043
Si	0.047	-5.43	19.124	0.002	-0.015	-0.008
Si	2.736	-2.743	19.147	-0.015	-0.018	0.017
Si	5.432	-0.037	19.156	0.055	0.038	0.021
Si	-8.235	2.709	19.028	-0.015	0.027	0.033
Si	5.449	5.455	19.196	-0.014	-0.024	0.001
Si	-8.193	8.153	19.263	-0.017	0.021	0.002
Si	5.49	-5.513	19.025	0.04	-0.004	0.024
Si	-8.085	-2.696	19.065	-0.057	-0.033	0.016
Si	-5.411	0.025	19.074	-0.005	0.003	0.001
Si	-2.785	2.765	19.124	-0.015	0.008	0.002
Si	-5.428	5.446	18.986	0.012	-0.006	0.002
Si	-2.618	-8.121	19.038	0.001	-0.045	0.049
Si	-5.499	-5.554	19.043	0.036	0.033	0.048
Si	-2.711	-2.782	18.812	0.017	0.006	-0.002
Si	-1.312	1.302	20.228	0.026	-0.019	0.041
Si	2.091	5.899	21.419	-0.056	0.008	0.01
Si	-1.375	6.804	20.503	0.016	0.005	0.01
Si	1.467	-6.854	20.389	-0.007	0.017	0.055
Si	-1.404	-4.013	20.331	-0.013	-0.025	0.031
Si	1.268	-1.252	20.264	0.011	0.049	-0.02
Si	3.959	1.439	20.298	0.032	-0.017	0.006
Si	-9.479	4.039	20.552	-0.015	0.028	0.027
Si	3.954	6.894	20.37	-0.029	0.023	-0.011
Si	-9.62	9.52	20.655	-0.003	-0.008	0.073
Si	4.165	-4.19	20.418	-0.002	0.063	0.056
Si	6.875	-1.401	20.523	-0.049	0.045	0.035
Si	-6.81	1.441	20.384	0.018	-0.024	0.032
Si	-4.154	4.177	20.51	0.006	-0.038	0.048
Si	-6.714	6.735	20.467	-0.004	0.008	0.056
Si	-4.021	-6.829	20.395	-0.012	0.037	-0.013
Si	-6.791	-4.142	20.43	0.002	0.032	0.004
Si	-4.01	-1.486	20.236	-0.042	-0.046	0.064
Si	-2.255	-0.479	21.41	0.031	-0.003	0
Si	0.468	2.253	21.411	0.124	-0.232	-0.512
Si	-3.167	5.913	21.815	-0.032	0.012	0.054
Si	0.486	7.735	21.666	0.176	-0.263	-0.563
Si	-3.13	-4.987	21.601	-0.138	0.056	-0.612
Si	-0.522	-2.158	21.474	0.018	-0.005	0.003
Si	2.167	0.531	21.508	-0.044	-0.039	0.028
Si	5.195	2.784	21.743	0.181	-0.009	-0.659
Si	1.279	4.083	20.177	0.081	-0.008	0.006
Si	4.815	8.545	21.882	0.015	-0.028	0.034
Si	3.198	-5.92	21.726	0.008	-0.024	-0.019
Si	5.942	-3.26	21.671	0.197	-0.152	-0.619
Si	-7.849	-0.138	21.773	-0.234	0.079	-0.784
Si	-6.011	3.258	21.692	-0.039	0.27	-0.55
Si	-7.693	5.045	21.801	-0.022	-0.005	-0.007
Si	-4.87	-8.65	21.638	0.166	-0.255	-0.592
Si	-8.602	-4.925	21.777	-0.243	0.037	-0.647
Si	-4.847	-3.319	21.501	0.062	-0.113	-0.557
Si	-1.511	2.731	28.284	0.044	-0.024	-0.025
Si	-0.712	4.579	26.025	-0.023	0.08	-0.108
Si	1.059	2.806	24.28	0.032	-0.096	-0.235
Si	0.363	-7.151	24.553	0.05	-0.015	-0.226
Si	-3.619	-3.516	26.477	0.019	0.002	-0.049
Si	-2.485	-5.806	24.645	-0.037	0.094	-0.177
Si	2.212	0.036	23.799	-0.046	0.266	-0.709
Si	-9.633	1.169	23.938	-0.122	-0.051	-0.054
Si	3.136	4.834	23.137	-0.428	0.221	-0.518
Si	-8.638	3.502	25.828	0.047	0.061	-0.013
Si	-9.016	2.794	-6.007	-0.041	-0.051	-0.066
Si	-8.521	-5.041	24.957	0.02	0.039	-0.181
Si	-6.612	-2.785	26.133	0.062	0.027	-0.039
Si	-1.663	-1.578	25.396	-0.025	-0.016	-0.125
Si	-4.509	2.665	24.284	-0.015	-0.006	-0.077
Si	-5.753	-7.343	-4.517	-0.088	0.066	-0.1
Si	-4.576	8.144	24.649	-0.076	-0.053	-0.192
Si	-5.687	-1.523	23.544	0.096	-0.098	-0.085
Si	0.365	4.278	-1.016	-0.123	0.003	0.076
Si	-8.423	5.958	23.904	0.229	-0.216	-0.543
Si	4.77	-3.565	-4.58	-0.091	-0.001	0.07
Si	-2.346	0.105	0.137	-0.039	-0.148	0.757
Si	2.186	6.464	-0.202	-0.333	0.33	0.367
Si	-7.405	-7.966	25.625	-0.018	-0.021	-0.122
Si	-3.916	4.282	-5.19	0.013	-0.071	0.124
Si	3.93	-0.542	-4.116	0.038	0.03	0.092
Si	0.177	2.7	-4.898	-0.105	0.088	0.014
Si	-2.549	2.278	-3.537	-0.074	0.069	0.021
Si	4.96	7.157	23.889	-0.041	0.543	-0.614
Si	0.43	1.371	-0.545	0.052	0.225	0.642
Si	4.247	2.97	-1.584	0.058	-0.044	0.069
Si	-1.525	-5.917	-1.347	-0.02	-0.15	0.182
Si	-8.898	-4.939	-5.123	0.042	-0.118	0.047
Si	-7.315	4.541	1.493	-0.142	0.219	0.642
Si	-10.12	1.527	-3.422	-0.139	-0.078	0.046
Si	-0.767	3.81	1.617	0.059	-0.137	0.47
Si	5.04	-6.003	0.353	-0.244	0.036	0.708
Si	-1.224	5.033	-6.509	-0.032	-0.034	0.043
Si	1.024	7.104	26.871	0.045	-0.028	-0.028
Si	4.787	-0.686	25.485	-0.057	-0.057	-0.015
Si	-5.975	2.201	26.956	0.024	-0.07	0.03
Si	-8.1	-6.553	-2.776	0.042	0.056	-0.034
Si	5.097	-3.594	24.685	0.013	0.041	-0.195
Si	6.355	1.838	1.544	-0.111	0.152	0.613
Si	1.042	-4.237	-1.765	-0.007	0.086	0.195
Si	0.787	1.918	1.664	-0.003	0	0.051
Si	-3.101	5.473	24.204	0.151	0.103	-0.761
Si	1.118	6.395	-2.933	-0.043	-0.093	0.146
Si	4.367	-1.581	1.202	-0.066	0.022	0.71
Si	-3.065	0.219	23.456	0.19	-0.278	-0.554
Si	-6.221	-0.718	28.307	-0.035	0.009	-0.034
Si	5.402	-7.835	-3.041	0.089	0.097	0
Si	-6.031	-4.336	-5.44	-0.024	0.012	0.023
Si	-1.28	-1.451	1.557	-0.34	0.429	0.159
Si	-3.06	-0.682	-2.549	-0.051	-0.009	0.005
Si	-0.974	-0.322	28.076	-0.103	0.073	-0.015
Si	2.45	-5.01	23.761	0.227	-0.193	-0.64
Si	4.226	7.301	26.776	-0.073	-0.065	-0.148
Si	-5.347	-2.639	-2.834	0.009	-0.07	0.089
Si	0.393	-2.528	23.558	-0.174	0.072	-0.633
Si	-2.984	-7.944	-3.107	0.09	-0.078	0.07
Si	-8.544	0.813	-1.003	-0.104	0.223	0.078
Si	-10.259	4.912	27.9	0.011	0.068	0.058
Si	5.144	7.221	-0.491	0.068	-0.09	0.061
Si	2.75	4.215	-4.003	0.096	0.006	-0.096
Si	-6.194	-1.956	1.444	0.028	-0.031	0.022
Si	-0.693	7.681	-5.013	-0.017	-0.05	-0.046
Si	-0.018	-2.616	-6.047	-0.001	0.01	-0.064
Si	-4.323	6.936	-0.827	-0.103	0.227	0.629
Si	-6.06	-7.024	-0.625	-0.082	-0.229	0.577
Si	-9.868	-7.903	-5.848	0.058	0.124	0.002
Si	1.112	-0.095	-5.231	0.01	-0.104	0.09
Si	-1.367	1.357	9.514	-0.018	-0.005	0.001
Si	1.351	4.088	9.525	-0.007	-0.014	-0.002
Si	-1.363	6.805	9.529	-0.002	0	0.004
Si	1.377	-6.786	9.528	0.007	0.024	0.009
Si	-1.363	-4.071	9.55	0.006	-0.005	0.001
Si	1.374	-1.331	9.525	0.02	0.006	0
Si	4.091	1.335	9.496	-0.007	-0.008	-0.017
Si	-9.51	4.065	9.532	0.02	0.028	0.005
Si	4.078	6.8	9.525	-0.011	-0.006	-0.003
Si	-9.514	9.527	9.517	0.008	0.009	0.006
Si	4.075	-4.084	9.513	-0.025	-0.017	0.007
Si	-9.519	-1.39	9.508	-0.011	-0.008	0.001
Si	-6.82	1.348	9.532	-0.004	-0.018	0.002
Si	-4.071	4.084	9.522	0.011	0	-0.002
Si	-6.801	6.783	9.525	-0.022	-0.013	0.006
Si	-4.109	-6.791	9.51	0.003	-0.024	-0.007
Si	-6.819	-4.082	9.5	0.002	0.016	0.003
Si	-4.08	-1.351	9.522	0.008	0.017	0.002
Si	-2.723	0.002	10.887	0.007	0.004	0.003
Si	-0.01	2.722	10.879	0	0	-0.003
Si	-2.723	5.444	10.885	-0.002	-0.001	0.001
Si	0.004	-8.151	10.874	0.005	-0.004	-0.007
Si	-2.742	-5.438	10.88	-0.006	0.026	-0.001
Si	0.014	-2.707	10.883	-0.001	-0.004	-0.004
Si	2.733	0.012	10.889	-0.014	0.005	0
Si	-10.88	2.698	10.874	0.006	-0.01	-0.009
Si	2.719	5.442	10.886	-0.015	0.011	0.006
Si	-10.872	8.161	10.878	0.003	-0.002	0.001
Si	2.729	-5.434	10.889	0	-0.013	0.002
Si	-10.878	-2.736	10.876	0.007	0.005	-0.004
Si	-8.173	-0.02	10.88	0.002	0.008	0.002
Si	-5.446	2.718	10.869	-0.011	0.002	-0.009
Si	-8.165	5.435	10.887	0.004	-0.025	0.013
Si	-5.448	8.156	10.877	0.014	-0.004	-0.002
Si	-8.161	-5.438	10.883	-0.006	0.006	0.009
Si	-5.451	-2.724	10.867	-0.002	0.001	-0.006
Si	-1.355	-1.359	12.244	0.003	-0.001	-0.004
Si	1.36	1.366	12.24	0.014	0.005	-0.006
Si	-1.365	4.087	12.239	-0.008	-0.012	0.004
Si	1.367	-9.503	12.239	-0.013	-0.003	0
Si	-1.375	-6.804	12.227	0.004	-0.005	0.003
Si	1.367	-4.076	12.241	0.008	0.008	0.003
Si	4.098	-1.358	12.232	-0.011	-0.007	-0.005
Si	-9.517	1.351	12.246	-0.006	-0.014	0
Si	-12.24	4.068	12.236	0.002	-0.006	-0.007
Si	-9.523	6.797	12.249	0.01	-0.002	0.001
Si	-12.225	9.527	12.24	-0.008	0.015	-0.003
Si	-9.524	-4.09	12.249	-0.009	0.006	0.009
Si	-6.817	-1.377	12.239	0.006	0.011	-0.001
Si	-4.098	1.357	12.235	0.003	0.008	0.004
Si	-6.806	4.073	12.234	0.005	0.012	-0.003
Si	-4.097	6.794	12.238	0.008	0.004	0.004
Si	-6.801	9.517	12.241	-0.002	-0.008	0.001
Si	-4.091	-4.077	12.244	-0.004	-0.006	0.001
Si	0.01	-0.004	13.602	0	0	0.001
Si	2.716	2.718	13.606	-0.033	-0.021	0.001
Si	0.001	5.459	13.587	0.026	0.024	-0.002
Si	2.737	-8.145	13.597	0.016	0.011	-0.015
Si	-0.006	-5.447	13.578	-0.015	0	0
Si	2.746	-2.72	13.585	0.01	0.014	0
Si	5.455	-0.009	13.609	0.009	0.012	0.004
Si	-8.158	2.722	13.605	0.02	0.014	-0.015
Si	-10.883	5.427	13.605	-0.007	-0.007	-0.001
Si	-8.155	8.156	13.607	0.005	0.012	0.006
Si	-10.873	10.872	13.62	-0.006	-0.008	0.004
Si	-8.172	-2.734	13.614	-0.016	-0.011	-0.002
Si	-5.463	-0.009	13.592	-0.014	-0.013	-0.001
Si	-2.746	2.733	13.581	0.004	0.007	0.002
Si	-5.47	5.439	13.597	-0.012	-0.032	-0.015
Si	-2.739	8.154	13.587	-0.022	-0.028	-0.002
Si	-5.443	-5.444	13.607	0.022	0.021	0.003
Si	-2.72	-2.719	13.603	0.013	0.014	0
O	-6.569	-1.96	-2.003	-0.196	0.183	-0.284
O	-10.768	2.659	-2.475	0.329	0.401	-0.064
O	-1.147	0.931	-0.653	-0.057	-0.069	-0.349
O	-9.933	-5.152	0.048	0.403	-0.266	-0.267
O	-8.435	-3.182	-0.583	0.108	-0.387	-0.109
O	-4.538	-0.415	23.74	-0.201	0.096	0.25
O	0.311	7.5	-3.757	0.066	0.286	0.539
O	-6.921	3.976	0.004	0.135	0.346	-0.467
O	-0.9	4.276	0.016	-0.537	-0.048	-0.509
O	0.125	2.715	22.956	-0.327	0.305	0.117
O	2.638	6.991	26.775	0.107	-0.18	-0.041
O	1.693	-6.219	24.541	0.069	-0.238	0.278
O	0.212	-8.029	23.192	-0.306	-0.06	0.202
O	1.18	-1.192	24.041	-0.18	0.001	0.416
O	-2.74	-5.167	23.184	0.253	0.125	0.238
O	-10.732	1.66	22.864	-0.49	-0.066	-0.151
O	4.323	3.93	22.499	0.221	-0.085	-0.232
O	-7.395	2.872	26.616	-0.16	0.087	0.16
O	-10.849	-2.983	23.225	-0.34	0.131	0.091
O	-8.394	0.553	23.131	0.251	0.098	0.295
O	-6.669	-1.133	22.314	0.088	-0.484	-0.56
O	-3.275	1.816	23.662	0.445	0.545	0.169
O	-5.725	2.73	23.221	-0.094	-0.464	0.226
O	-10.002	6.289	23.708	0.136	-0.388	-0.544
O	-7.77	3.813	-6.018	-0.002	0.175	0.349
O	-6.984	-1.853	27.414	-0.597	-0.051	0.165
O	0.578	-1.14	-6.345	0.22	0.305	-0.533
O	5.002	-2.292	25.659	0.185	-0.179	0.403
O	-6.501	-1.737	24.905	-0.486	0.276	0.057
O	-5.034	-2.938	23.101	0.265	-0.392	0.465
O	-7.136	-7.476	-3.687	-0.112	-0.477	-0.171
O	-1.165	-6.972	-0.167	-0.087	-0.15	-0.304
O	1.68	1.348	24.612	0.122	-0.083	0.745
O	-5.082	1.98	25.624	0.186	-0.36	0.024
O	-4.249	-1.521	-3.236	0.015	-0.037	-0.788
O	-7.593	-4.386	-5.915	-0.122	0.292	-0.399
O	-1.934	-0.254	24.519	0.12	0.121	0.239
O	4.815	7.852	25.353	-0.125	0.686	0.313
O	1.472	-4.122	-0.206	0.539	-0.295	-0.054
O	3.627	-0.429	24.401	0.288	-0.237	-0.055
O	-4.296	4.984	-3.767	-0.247	0.445	0.037
O	-4.654	-3.722	-1.861	0.107	-0.345	-0.307
O	-5.673	7.806	-1.227	-0.312	-0.35	-0.35
O	-10.732	7.993	-4.552	-0.141	-0.64	-0.191
O	3.981	-5.398	-0.724	-0.544	0.052	0.038
O	-2.489	-4.76	-0.749	0.41	0.189	0.25
O	-9.153	0.642	-2.483	0.148	-0.518	-0.324
O	-3.922	6.687	24.914	0.107	-0.144	0.391
O	-5.788	-7.813	25.653	0.285	0.334	0.427
O	3.558	1.563	-1.189	-0.147	-0.054	0.086
O	-3.4	-0.485	-0.978	-0.659	-0.21	0.117
O	-7.713	-3.91	25.787	-0.195	0.043	0.413
O	5.034	7.224	-2.103	-0.24	-0.492	-0.3
O	-7.302	-6.317	-1.395	-0.096	0.038	0.153
O	-2.953	3.275	-2.304	0.425	0.035	0.419
O	3.823	4.1	-5.194	0.109	-0.12	0.11
O	-8.965	-3.713	1.949	0.146	-0.418	0.303
O	0.51	-0.553	-3.788	0.001	0.263	0.329
O	-3.102	7.437	-1.788	0.591	-0.392	0.185
O	-0.581	6.444	-6.051	0.034	0.133	-0.413
O	-2.227	-6.611	-2.615	-0.088	0.026	-0.295
O	5.423	-2.66	0.523	0.012	-0.083	-0.181
O	0.327	5.664	26.618	0.18	-0.174	0.148
O	-0.927	-6.208	24.756	0.092	0.352	0.095
O	-8.839	5.584	28.332	0.274	-0.438	0.286
O	-7.868	7.661	26.998	-0.067	-0.158	-0.031
O	-7.115	1.542	-1.013	0.13	-0.281	-0.25
O	4.49	-1.976	-4.598	0.234	0.037	-0.239
O	-3.972	4.154	24.55	0.015	0.132	-0.006
O	1.248	-3.587	-5.906	0.006	0.016	0.524
O	-2.902	-4.804	25.84	-0.194	-0.156	0.216
O	-5.225	-3.587	26.367	0.001	-0.566	0.212
O	-5.869	-3.326	-4.19	0.125	0.196	-0.15
O	-6.243	0.766	27.657	-0.206	-0.028	0.161
O	3.686	-4.399	24.626	-0.068	0.211	0.367
O	4.536	3.767	-0.209	-0.091	0.231	-0.22
O	0.537	1.336	-5.678	-0.057	-0.183	-0.75
O	4.231	-6.717	-2.978	-0.292	-0.32	-0.345
O	5.06	5.988	27.227	0.126	-0.292	-0.024
O	1.868	7.095	-1.675	0.249	0.742	-0.212
O	-1.632	5.296	24.891	0.379	0.228	0.06
O	-9.512	-7.256	-2.481	0.03	-0.125	0.219
O	3.605	-0.802	-0.01	0.148	-0.118	0.005
O	-8.531	7.515	-5.9	-0.206	-0.413	0.551
O	2.252	3.881	24.093	0.005	-0.046	0.229
O	-8.149	-6.528	25.491	-0.19	-0.062	0.001
O	3.791	6.528	0.085	0.314	-0.39	0.49
O	0.658	-2.782	-2.358	0.079	0.379	0.295
O	-10.093	-4.666	25.137	-0.175	-0.338	0.433
O	2.73	-0.082	-5.106	0.098	0.024	-0.476
O	-0.807	-2.723	24.635	-0.13	-0.605	0.167
O	0.128	3.324	25.464	-0.329	-0.415	0.278
O	-10.296	3.617	-6.531	0.137	0.128	-0.104
O	2.174	5.723	-3.956	0.246	0.253	-0.297
O	-0.967	2.401	-3.799	0.125	0.171	0.121
O	-0.763	-2.666	-4.615	-0.445	-0.289	0.012
O	-4.913	2.265	0.279	-0.074	-0.06	-0.033
O	2.256	-4.905	-2.591	-0.143	-0.095	-0.737
O	3.382	-0.682	-2.603	-0.018	-0.422	0.042
O	0.543	7.653	28.318	0.292	0.298	0.246
O	3.719	-4.362	-5.525	0.126	-0.236	0.054
O	-5.876	7.918	-5.73	0.414	-0.21	0.075
O	-8.166	-5.028	23.367	0.399	-0.02	0.199
O	-1.645	3.891	27.156	-0.217	0.285	-0.252
O	-3.179	-3.302	28.022	0.142	-0.471	0.347
O	-0.355	3.82	-5.912	0.236	-0.078	-0.132
O	-5.541	3.264	-2.109	-0.225	-0.114	-0.572
O	1.545	3.177	-4.22	0.055	-0.185	0.418
O	1.376	0.166	-1.095	-0.44	-0.534	-0.472
O	-9.586	1.58	-0.04	-0.247	0.091	-0.335
O	-9.819	6.48	-0.011	0.241	-0.175	-0.428
O	-1.249	1.236	27.739	-0.036	0.062	-0.421
O	-5.204	-8.125	23.157	-0.239	0.169	0.08
O	4.682	-4.141	-3.061	0.217	0.482	0.134
O	-8.323	-0.658	-0.414	-0.231	-0.156	0.416
O	5.091	0.589	-4.143	-0.021	0.013	-0.321
O	0.132	5.226	-2.317	-0.316	-0.195	-0.394
O	-0.165	-2.517	0.953	-0.04	0.125	-0.433
O	-8.416	-5.186	-3.584	0.042	0.446	0.354
O	3.341	3.901	-2.537	-0.362	0.098	0.289
O	-10.198	0.027	24.918	0.337	-0.147	0.03
O	-0.2	-5.231	-1.91	0.034	-0.218	-0.391
O	-4.468	-7.655	-3.632	-0.31	-0.161	-0.011
O	-7.767	7.372	24.378	0.027	0.228	-0.389
O	-2.169	7.753	-4.358	-0.176	-0.085	-0.547
O	1.374	-3.812	23.523	-0.012	-0.105	-0.221
O	0.652	2.736	-1.42	0.464	-0.101	-0.324
O	-3.125	-2.188	25.696	-0.377	0.41	-0.063
O	-2.736	5.05	-5.959	-0.234	0.563	-0.19
O	4.529	-7.827	27.813	-0.184	0.51	-0.143
O	-8.203	4.883	25.1	0.18	0.27	0.079
O	-5.18	3.276	27.861	-0.051	0.266	-0.046
O	0.496	8.139	25.766	-0.131	0.161	-0.019
O	-0.301	-7.291	-5.807	-0.047	0.454	0.529
O	-9.133	2.465	24.719	0.074	0.113	-0.156
O	-9.882	3.772	26.821	-0.388	-0.428	0.021
O	-0.851	-1.153	26.706	0.398	-0.15	0.012
O	-4.381	5.341	-1.138	0.166	-0.402	0.499
O	-1.648	-1.463	-2.526	-0.141	-0.333	0.459
O	-10.06	-3.827	-5.151	0.023	0.309	0.042
O	-4.725	-6.093	-0.793	0.172	-0.221	-0.044
O	-9.465	-6.328	-5.762	0.006	0.037	-0.447
O	5.241	-7.577	0.047	0.234	-0.107	0.09
O	1.673	4.902	-0.243	0.284	-0.289	0.165
O	4.39	0.038	26.867	0.037	0.313	-0.22
O	3.774	6.045	23.997	-0.375	0.125	0.232
O	-5.587	-5.827	-5.026	0.04	-0.129	-0.185
O	-3.384	-7.123	24.808	0.401	-0.044	0.187
O	-3.396	2.781	-4.835	-0.206	-0.678	-0.495
O	-5.205	4.275	-6.117	0.049	-0.078	-0.214
O	-9.222	2.273	-4.511	0.263	0.006	0.327
O	-2.938	0.744	-3.279	-0.276	-0.12	-0.19

Results
total energy: -105164.272 eV
total energy less fixed offsets of O -438.25, Si -107.07 eV per atom: -5.072 eV
